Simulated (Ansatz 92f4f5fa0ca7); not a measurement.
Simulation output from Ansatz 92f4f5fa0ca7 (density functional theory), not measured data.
Periodic cell of 215 atoms, Si133O82, from a study of silicon, its oxide and their interface. The atomic structure is a simulated model.
Doubt: the cutoff is far below the 930 eV that the study's wrapper takes by default for these files, so forces and energies are approximate.
This geometry differs little from another in the collection (a relaxation step or a small displacement).

Settings: functional PBE; potential files Ansatz PAW; basis plane waves; wave-function cutoff 580 eV; density cutoff ratio 5; exchange-correlation grid ratio 1; k mesh 1 x 1 x 1, Gamma-centred; self-consistency stop 5e-08 eV per atom in the density residual; occupations fixed; spin none; net charge 0.

Cell vectors (angstrom)
a	10.938	0	0
b	0	10.938	0
c	0	0	31.3778

Atoms: element, x, y, z (angstrom)
Si	0.5622	-0.4724	24.003
Si	5.1276	0.5252	24.0373
Si	3.1822	2.0645	23.9979
Si	7.9246	3.2553	23.982
Si	-0.4574	5.7896	24.0845
Si	5.975	4.7786	23.8846
Si	2.1146	8.5574	23.9923
Si	8.6881	7.5589	23.8091
Si	1.4452	1.2356	25.365
Si	6.8927	1.4605	25.255
Si	4.1213	3.975	25.1318
Si	9.517	4.1528	25.4404
Si	1.2855	6.8301	25.3224
Si	6.855	6.7035	25.0852
Si	4.0962	9.5331	25.0477
Si	9.5788	9.468	25.0387
Si	2.8321	-0.1081	26.6496
Si	8.2405	-0.0412	26.5008
Si	0.0297	2.7015	26.6026
Si	5.4812	2.7442	26.6406
Si	2.7663	5.4263	26.5317
Si	8.1391	5.5129	26.689
Si	-0.0543	8.2285	26.6312
Si	5.4862	8.1633	26.4598
Si	4.1018	1.3673	27.9595
Si	9.5708	1.3673	27.9595
Si	1.3673	4.1018	27.9595
Si	6.8362	4.1018	27.9595
Si	4.1018	6.8362	27.9595
Si	9.5708	6.8362	27.9595
Si	1.3673	9.5708	27.9595
Si	6.8362	9.5708	27.9595
Si	0	0	29.3268
Si	5.469	0	29.3268
Si	2.7345	2.7345	29.3268
Si	8.2035	2.7345	29.3268
Si	0	5.469	29.3268
Si	5.469	5.469	29.3268
Si	2.7345	8.2035	29.3268
Si	8.2035	8.2035	29.3268
Si	1.3673	1.3673	30.694
Si	6.8362	1.3673	30.694
Si	4.1018	4.1018	30.694
Si	9.5708	4.1018	30.694
Si	1.3673	6.8362	30.694
Si	6.8362	6.8362	30.694
Si	4.1018	9.5708	30.694
Si	9.5708	9.5708	30.694
Si	2.7345	0	0.6835
Si	8.2035	0	0.6835
Si	0	2.7345	0.6835
Si	5.469	2.7345	0.6835
Si	2.7345	5.469	0.6835
Si	8.2035	5.469	0.6835
Si	0	8.2035	0.6835
Si	5.469	8.2035	0.6835
Si	4.1018	1.3673	2.0507
Si	9.5708	1.3673	2.0507
Si	1.3673	4.1018	2.0507
Si	6.8362	4.1018	2.0507
Si	4.1018	6.8362	2.0507
Si	9.5708	6.8362	2.0507
Si	1.3673	9.5708	2.0507
Si	6.8362	9.5708	2.0507
Si	0	0	3.418
Si	5.469	0	3.418
Si	2.7345	2.7345	3.418
Si	8.2035	2.7345	3.418
Si	0	5.469	3.418
Si	5.469	5.469	3.418
Si	2.7345	8.2035	3.418
Si	8.2035	8.2035	3.418
Si	1.3627	1.4181	4.7275
Si	6.8258	1.3824	4.9168
Si	4.0841	4.1008	4.7269
Si	9.5222	4.131	4.8672
Si	1.3627	6.8258	4.7831
Si	6.8346	6.8497	4.74
Si	4.1614	9.5879	4.8417
Si	9.5163	9.6187	4.7273
Si	2.7797	0.1193	6.0951
Si	8.2862	0.0012	6.3036
Si	0.081	2.8116	6.1826
Si	5.3682	2.8201	6.2332
Si	2.7695	5.4771	6.1158
Si	8.0551	5.4883	6.2236
Si	-0.0675	8.2142	6.0181
Si	5.6476	8.2748	6.2002
Si	3.4951	1.9639	7.4412
Si	10.277	0.896	7.304
Si	1.8548	3.7499	7.4708
Si	6.1291	4.6882	7.4915
Si	4.4595	6.598	7.2942
Si	9.1637	7.2536	7.3156
Si	0.9439	10.039	7.0581
Si	7.5022	9.0703	7.5963
O	6.2524	4.0954	9.0533
O	7.2893	9.408	9.2463
O	8.5627	15.6233	10.0377
O	1.2167	9.8238	8.6966
O	3.5695	1.6883	9.0802
O	1.5511	4.0996	9.0808
O	10.5571	1.0091	8.9864
O	3.6568	7.4676	8.4905
O	8.2138	7.836	22.2187
O	8.7838	3.1398	22.5222
O	5.4435	4.8025	22.2989
O	2.5172	2.1192	22.4557
O	11.4239	11.1693	22.4798
O	0.0113	4.8321	22.7819
O	1.9763	7.693	22.5491
O	5.999	0.4286	22.6082
Si	15.1251	12.3751	10.5539
Si	1.3091	1.9513	14.5739
Si	3.4669	7.4512	10.1045
Si	1.6332	6.3127	18.4723
Si	-1.701	17.0638	14.6603
Si	1.1092	7.1193	15.6215
Si	7.1722	12.1165	14.3803
Si	10.1257	3.7944	21.8053
Si	5.5517	6.663	11.9728
Si	1.6049	2.2742	17.5522
Si	7.0426	4.2679	10.4724
Si	12.749	9.8826	14.6588
Si	-1.1217	5.1079	18.9989
Si	3.1078	14.2792	12.6811
Si	2.6506	7.6482	21.0702
Si	2.3498	10.0324	11.5814
Si	7.2542	11.6932	18.5567
Si	5.9554	-0.1763	21.1077
Si	8.2778	7.744	12.3437
Si	11.1041	-0.3765	9.7099
Si	5.4035	13.1625	16.805
Si	-1.4127	3.0582	14.483
Si	7.1637	7.9578	20.9691
Si	-5.8024	5.59	20.9091
Si	3.1851	10.8539	17.081
Si	9.5902	5.9396	10.1138
Si	-1.3833	2.5456	17.6693
Si	12.2149	12.3435	21.6393
Si	3.8614	4.1994	18.3873
Si	-4.5181	6.9378	15.9979
Si	6.9269	12.2948	11.4271
Si	8.0816	7.6218	18.1769
Si	8.3234	9.932	10.4233
Si	3.188	10.5567	20.0032
Si	1.5592	4.9164	10.4997
Si	7.3316	9.6433	16.3152
Si	3.8749	5.8744	14.3698
O	8.2	0.5805	10.7724
O	4.2808	22.9291	16.6978
O	5.7396	1.0301	10.3647
O	8.9601	14.8792	18.2466
O	1.6586	7.1611	19.8692
O	3.8936	6.6144	21.1119
O	-4.171	7.353	12.7905
O	3.4874	11.1199	11.2728
O	7.8155	6.2703	15.4468
O	11.8029	8.5935	14.9699
O	13.6397	6.0673	10.4716
O	0.1395	2.4439	18.2049
O	0.4693	5.1757	18.6082
O	6.2974	19.4909	15.6405
O	-2.4023	8.7142	16.9987
O	4.292	17.5982	13.0049
O	2.7148	3.0155	18.5129
O	1.7975	11.6042	17.4633
O	4.7829	4.489	19.7273
O	13.9532	9.8855	15.7829
O	1.3524	7.3157	17.2235
O	6.4526	11.799	12.9377
O	-2.1525	7.0215	10.9983
O	11.1232	2.5881	21.2884
O	0.0438	13.6287	13.8801
O	1.8975	4.0248	11.8241
O	9.8899	6.609	8.6694
O	6.0622	9.1324	21.2663
O	9.2857	7.3212	13.5427
O	9.8105	-1.3522	9.8646
O	0.9052	10.6997	11.1568
O	8.1828	9.3038	11.9298
O	4.5583	0.353	20.4666
O	2.4181	-4.562	14.9344
O	-4.6399	2.0109	18.1541
O	6.4537	6.5213	20.6303
O	-1.293	4.7653	20.579
O	7.2252	13.8798	11.3751
O	5.0833	6.1469	15.4732
O	1.6534	13.6928	15.9763
O	3.0595	5.5933	18.1176
O	-0.2822	6.2595	15.4675
O	2.402	9.6882	13.1642
O	2.5507	2.0682	13.5354
O	-3.2591	10.7494	15.1578
O	-2.1601	12.1467	18.188
O	11.9249	11.2938	14.7693
O	3.7663	15.2584	13.8318
O	3.4747	10.0505	18.4633
O	3.0673	9.1954	20.8569
O	6.2686	2.0996	15.4134
O	11.0098	-5.4129	10.773
O	-1.4341	2.7036	16.0655
O	7.1518	11.3383	20.1451
O	6.672	6.9177	17.6393
O	-2.5017	12.9877	13.849
O	-1.7097	17.463	18.4813
O	7.9117	8.4111	19.5918
O	-6.8	13.687	11.5527
O	2.6138	8.6701	10.7367
O	6.1629	5.2571	11.4277
O	4.7591	3.7143	17.0857
O	9.1915	4.599	14.0789
O	15.9353	7.4958	10.6934
O	6.7353	-0.4892	17.6156
O	1.9361	11.58	20.3244

Results
free energy: -131182.656 eV
free energy less fixed offsets of O -568.88, Si -635.61 eV per atom: 1.634 eV

Forces (eV/angstrom), in the order of the atoms: element, x, y, z
Si	-0.0177	-0.0002	-0.0028
Si	-0.0038	-0.0115	-0.0024
Si	0.0003	0.0141	-0.0041
Si	-0.0001	-0.012	-0.0012
Si	0.0051	0.0085	0.0026
Si	-0.0021	0.0074	-0.0047
Si	0.0087	-0.0014	-0.0075
Si	-0.005	0.0002	-0.0054
Si	0.0022	-0.003	0.0111
Si	0.0122	0.0018	0.0034
Si	-0.0037	-0.0014	0.0021
Si	-0.0008	-0.0037	0.014
Si	-0.002	-0.0102	0.0069
Si	0.0011	0.0022	0.0107
Si	0.0026	-0.0031	0.0059
Si	0.0073	0.0087	0.0008
Si	-0.0006	0.0019	-0.0145
Si	-0.0058	-0.0039	-0.0022
Si	-0.0001	0.0019	-0.0032
Si	-0.0092	-0.005	-0.0045
Si	0.0007	0.0032	-0.0062
Si	0.0023	0.0051	-0.0133
Si	-0.0006	-0.0005	-0.0097
Si	0.0018	0.0002	-0.0029
Si	0.3142	-0.2264	0.3256
Si	0.0155	-0.3722	-0.318
Si	0.2338	-0.0355	-0.2147
Si	-0.3614	0.1348	0.731
Si	0.1604	-0.0635	-0.6529
Si	-0.2791	0.3049	0.5709
Si	-0.0058	-0.2081	0.3366
Si	-0.0031	-0.1654	-0.7888
Si	0.0656	0.0418	0.0146
Si	-0.0473	0.1275	0.018
Si	-0.037	-0.0266	0.0134
Si	-0.1056	0.0039	-0.0333
Si	-0.0241	0.0677	-0.0301
Si	0.0498	-0.0709	0.0731
Si	-0.1843	-0.0399	-0.0153
Si	0.0659	-0.0928	0.0726
Si	-0.0257	-0.0115	0.0026
Si	0.0674	-0.0609	-0.0035
Si	0.0058	0.05	0.0047
Si	0.0491	-0.0453	-0.0432
Si	0.103	-0.0282	-0.0158
Si	-0.0682	0.0601	0.0134
Si	0.0381	-0.0582	-0.0319
Si	-0.0243	0.0428	-0.002
Si	0.0269	-0.0013	0.0022
Si	0.0073	0.039	0.0311
Si	-0.0101	0.0583	0.0269
Si	-0.0025	-0.0385	-0.0046
Si	-0.1349	0.0172	0.0366
Si	0.0177	-0.0018	-0.0016
Si	-0.0038	-0.0576	-0.0059
Si	-0.0425	0.042	0.0282
Si	-0.0011	0.0712	-0.0024
Si	0.0593	-0.0529	-0.0239
Si	0.0288	-0.0794	-0.0323
Si	-0.0154	0.0332	0.0147
Si	0.0526	-0.028	-0.0407
Si	0.0417	0.0613	-0.0061
Si	0.0213	0.0646	0.0274
Si	0.0281	-0.0485	-0.0342
Si	-0.0791	0.245	-0.2841
Si	0.2859	0.2144	0.4401
Si	-0.0146	0.1254	-0.7332
Si	-0.0696	-0.0898	0.7134
Si	-0.2564	-0.1413	0.2761
Si	-0.0943	0.104	-0.3221
Si	0.2611	0.0988	0.4403
Si	-0.0911	0.0306	-0.513
Si	-0.0079	-0.0025	0.0117
Si	0.0011	0.0036	0.0031
Si	-0.0004	0.009	0.0091
Si	0.0015	-0.0002	0.0029
Si	-0.0025	0.002	0.0045
Si	-0.0009	0.005	0.0086
Si	-0.0003	-0.0014	0.0043
Si	0.0005	0.008	0.0202
Si	0.0139	0.0023	-0.0188
Si	-0.0006	-0.009	-0.0092
Si	-0.0004	-0.0029	-0.0018
Si	0.0018	-0.0127	-0.0146
Si	0.0045	-0.0011	-0.0012
Si	0.0005	-0.0089	-0.0119
Si	0.0067	-0.0044	-0.014
Si	-0.0039	-0.0012	-0.0046
Si	0.0039	-0.0045	0.0144
Si	-0.0004	0.0125	0.0039
Si	-0.0138	0.0065	-0.0026
Si	0.0047	-0.0003	0.0178
Si	-0.0097	0.0023	-0.0054
Si	0.0164	-0.0018	0.0197
Si	-0.0059	-0.0099	0.0156
Si	-0.0084	0.0121	0.0052
O	-0.0002	0.0034	-0.014
O	-0.0022	-0.0066	-0.0084
O	0.0012	0.0046	0.0002
O	-0.0042	0.0034	-0.0035
O	-0.0028	0.0018	-0.015
O	0.0004	-0.0038	-0.0097
O	-0.0014	0.0004	-0.0099
O	0.0025	-0.0026	-0.0054
O	0.0007	-0.0007	-0.0008
O	0.0005	-0.0006	-0.0006
O	-0.0002	0.0005	-0.0044
O	0.0007	0.0017	0.0032
O	-0.0014	0.0009	0.0014
O	0.0062	-0.0036	0.0014
O	-0.004	0.0061	-0.0051
O	-0.0015	0.0016	0.0021
Si	0.0067	-0.0046	0.0142
Si	-0.0019	-0.0018	0.0005
Si	0.0024	0.0051	0.0044
Si	-0.0001	0	0.0021
Si	-0.0002	-0.0022	0.0024
Si	-0.0016	0.0004	0.0021
Si	0.0003	0.0012	0.0012
Si	-0.0006	0.0009	-0.0136
Si	-0.0034	0.0028	0.0003
Si	-0.0024	-0.002	0.0039
Si	0.0049	0.0006	0.0129
Si	-0.0033	0.0002	0.0034
Si	-0.0022	-0.0002	0.0013
Si	-0.0021	-0.0001	0.0004
Si	0.0066	-0.0004	-0.0071
Si	-0.0023	-0.0001	-0.0003
Si	-0.0009	0.0008	-0.0002
Si	-0.0023	0.0008	-0.0117
Si	0.0008	0.0019	0.0023
Si	0.0058	-0.0062	0.0122
Si	-0.0011	-0.0001	0.0052
Si	0.0021	0.0014	-0.0001
Si	-0.0023	0.0015	-0.0054
Si	-0.0014	0.0102	-0.0086
Si	-0.0011	0.0028	0.0024
Si	-0.0067	0.0012	0.0076
Si	0.0028	-0.0015	0.0076
Si	0.0003	-0.002	-0.0115
Si	-0.0014	-0.0019	0.001
Si	0.0005	0.0016	0.0035
Si	-0.0021	-0.0011	0.0019
Si	-0.0008	0.0005	0.0032
Si	0.0043	0.0051	0.0111
Si	-0.0001	-0.0023	-0.0017
Si	0.0059	-0.0002	0.0152
Si	-0.0004	-0.0004	0.0042
Si	0.0002	-0.0001	0.0037
O	0.0005	-0.0001	-0.0006
O	-0.0004	0	-0.0029
O	-0.007	0.0013	0.0004
O	-0.0009	0.0057	-0.0022
O	0.0052	0.0049	0.0044
O	-0.0042	-0.006	0.0078
O	-0.0012	-0.0015	0.0013
O	0.0031	0.0045	-0.0028
O	-0.0007	0.0005	-0.003
O	0.0011	-0.0001	-0.0014
O	-0.0037	-0.0025	0.0008
O	0.0015	0.0004	-0.004
O	-0.0018	0.0002	-0.0031
O	0	-0.0009	-0.0021
O	-0.0001	-0.0021	-0.0017
O	0.0025	0.0006	-0.0005
O	0.0009	-0.0002	-0.0032
O	0.0006	-0.0003	-0.0027
O	0.0026	0.0039	0.0046
O	0.0003	-0.0005	-0.0014
O	0.0004	-0.001	-0.0005
O	0.0008	0.0012	-0.0046
O	0.0034	-0.0057	-0.0075
O	0.0004	-0.0025	0.0015
O	-0.0006	0.0006	-0.0002
O	-0.0013	0.0023	-0.0021
O	-0.0082	0.0011	-0.0146
O	0.0057	-0.003	0.0018
O	-0.0014	0.0013	-0.0018
O	0.0013	0.0004	-0.0026
O	-0.0001	-0.0008	-0.0023
O	0	0.001	-0.0034
O	0.0056	-0.0008	0.003
O	0.0001	0.0002	-0.0019
O	0.0005	-0.0015	-0.0011
O	-0.0075	0.0008	0.0012
O	-0.0019	-0.001	0.0013
O	-0.0014	0.0055	-0.0047
O	-0.002	-0.0015	-0.0041
O	0.0004	0.0004	-0.0009
O	0.0011	0.0003	-0.0032
O	0.0004	0.0009	-0.0023
O	0.0007	0.0004	-0.0017
O	0.0017	0.0011	-0.0014
O	0.0001	0	-0.0011
O	-0.002	-0.0029	-0.0027
O	0.0011	-0.0004	-0.0016
O	0.0003	0	-0.0009
O	-0.0009	-0.0007	0.0036
O	0.0032	-0.0105	0.0004
O	0	0.0004	-0.0025
O	-0.0021	0.0005	-0.004
O	0	-0.0003	-0.0024
O	-0.0032	-0.0023	0.0027
O	0.0009	-0.0004	-0.0002
O	-0.0019	-0.0021	-0.0008
O	0.0005	-0.0012	-0.0021
O	-0.0024	-0.0018	0.0044
O	0.0004	-0.0039	-0.0029
O	-0.0009	-0.0006	0.0014
O	0.0014	-0.0027	-0.0032
O	-0.0018	0.0028	-0.0011
O	0	0.0009	-0.0007
O	-0.0003	-0.001	-0.0005
O	-0.0002	0.0009	-0.0028
O	0.0002	0.0003	0.002

The program warned: the cutoff lies below the one the program advises for these potential files; the forces do not sum to zero within the program's tolerance; the exchange-correlation potential is rough where the density is thin.
